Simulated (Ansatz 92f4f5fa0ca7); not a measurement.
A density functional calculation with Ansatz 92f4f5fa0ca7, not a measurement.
Periodic cell of 220 atoms, Si131O87Al1F1, from a study of silicon, its oxide and their interface. The atomic structure is a simulated model.
Doubt: the cutoff is far below the 930 eV that the study's wrapper takes by default for these files, so forces and energies are approximate.
Doubt: the program's own warning below bears on the result.

Settings: functional PBE; potential files Ansatz PAW; basis plane waves; wave-function cutoff 580 eV; density cutoff ratio 5; exchange-correlation grid ratio 1; k mesh 1 x 1 x 1, Gamma-centred; self-consistency stop 5e-08 eV per atom in the density residual; occupations fixed; spin none; net charge 0.

Cell vectors (angstrom)
a  10.938  0  0
b  0  10.938  0
c  0  0  32.7901

Atoms and the computed forces on them: element, x, y, z (angstrom), force x, y, z (eV/angstrom)
Si  -0.2373  0.3431  25.2724  0.0257  -0.0132  0.0271
Si  5.7727  -0.1555  25.3157  -0.0011  -0.002  -0.0302
Si  2.5316  3.0897  25.3339  0.0217  -0.0275  0.0364
Si  8.4792  2.5959  25.2214  0.0127  -0.0072  -0.0231
Si  0.3021  5.3066  25.3122  -0.009  0.0079  -0.0233
Si  5.1922  5.7959  25.4208  0.0405  -0.0037  0.0807
Si  3.0022  8.0305  25.3402  0.0077  0.0211  -0.0362
Si  7.9849  8.5461  25.3411  0.0213  -0.0198  0.019
Si  1.3659  1.4553  26.6026  0.0147  -0.0129  -0.0229
Si  6.9049  1.4419  26.6096  -0.0279  0.0209  0.0014
Si  4.0722  4.1941  26.7202  0.0122  -0.0091  -0.0231
Si  9.6189  4.1445  26.5942  -0.0217  0.0319  0.0007
Si  1.4095  6.8852  26.6586  -0.0346  0.0209  -0.0007
Si  6.8432  6.9296  26.6491  0.0061  -0.0174  -0.0286
Si  4.1546  9.6301  26.622  -0.0222  0.029  -0.0036
Si  9.5767  9.6839  26.6376  0.0142  -0.0158  -0.0188
Si  2.7199  0.0284  27.9644  -0.0109  0.0002  -0.0008
Si  8.1909  0.0435  28.0299  0.0088  -0.0024  0.0176
Si  -0.0124  2.76  28.0139  0.0019  -0.0145  0.0179
Si  5.4665  2.7529  27.9855  -0.0037  -0.0034  -0.0018
Si  2.6997  5.51  28.072  0.0128  -0.0137  0.0161
Si  8.2014  5.4856  27.9677  -0.0071  -0.0029  -0.0022
Si  -0.0182  8.2381  27.98  -0.0114  0.0075  -0.0014
Si  5.4553  8.2377  28.0334  0.0129  -0.008  0.0219
Si  4.1018  1.3673  29.3718  -0.015  0.0124  -0.2239
Si  9.5708  1.3673  29.3718  0.0517  0.1556  0.2204
Si  1.3673  4.1018  29.3718  -0.2051  0.0149  0.3318
Si  6.8362  4.1018  29.3718  0.0632  0.0832  -0.1963
Si  4.1018  6.8362  29.3718  0.0385  0.2095  0.352
Si  9.5708  6.8362  29.3718  -0.0145  0.057  -0.2324
Si  1.3673  9.5708  29.3718  0.0199  0.1081  -0.2279
Si  6.8362  9.5708  29.3718  0.0003  0.1844  0.2055
Si  0  0  30.7391  0.0244  0.0412  -0.027
Si  5.469  0  30.7391  0.0667  -0.0522  0.0033
Si  2.7345  2.7345  30.7391  0.008  0.0409  -0.0148
Si  8.2035  2.7345  30.7391  0.093  -0.0038  -0.0005
Si  0  5.469  30.7391  0.0511  -0.0532  0.0131
Si  5.469  5.469  30.7391  0.0156  0.0518  -0.0226
Si  2.7345  8.2035  30.7391  0.0863  0.0002  -0.0048
Si  8.2035  8.2035  30.7391  0.0097  0.0275  -0.0256
Si  1.3673  1.3673  32.1063  -0.0266  -0.0533  -0.0075
Si  6.8362  1.3673  32.1063  -0.0494  0.0274  -0.0214
Si  4.1018  4.1018  32.1063  0.008  -0.0007  -0.0108
Si  9.5708  4.1018  32.1063  -0.0643  0.0479  -0.0161
Si  1.3673  6.8362  32.1063  -0.0231  0.0594  -0.0336
Si  6.8362  6.8362  32.1063  0.0048  0.0008  -0.0045
Si  4.1018  9.5708  32.1063  -0.0738  0.0097  -0.0251
Si  9.5708  9.5708  32.1063  0.0182  -0.0083  -0.0122
Si  2.7345  0  0.6835  0.0664  -0.0467  0.0169
Si  8.2035  0  0.6835  0.0098  -0.0264  0.0236
Si  0  2.7345  0.6835  0.0112  0.0286  0.0047
Si  5.469  2.7345  0.6835  0.0224  -0.0168  0.0381
Si  2.7345  5.469  0.6835  -0.0228  0.0066  0.0124
Si  8.2035  5.469  0.6835  0.0701  -0.0283  0.0191
Si  0  8.2035  0.6835  0.0412  -0.0673  0.0274
Si  5.469  8.2035  0.6835  0.0128  0.0477  0.0004
Si  4.1018  1.3673  2.0507  -0.0649  -0.0371  0.0204
Si  9.5708  1.3673  2.0507  0.0157  -0.0509  0.0084
Si  1.3673  4.1018  2.0507  -0.0374  -0.0251  0.0207
Si  6.8362  4.1018  2.0507  -0.0484  0.0426  0.015
Si  4.1018  6.8362  2.0507  -0.0658  -0.0086  0.0375
Si  9.5708  6.8362  2.0507  -0.1003  0.0526  -0.0275
Si  1.3673  9.5708  2.0507  -0.0411  0.0915  -0.0158
Si  6.8362  9.5708  2.0507  -0.0793  -0.1337  -0.005
Si  0  0  3.418  0.4583  0.2712  -0.6301
Si  5.469  0  3.418  -0.0089  0.1436  0.0543
Si  2.7345  2.7345  3.418  0.0367  0.0669  0.0829
Si  8.2035  2.7345  3.418  -0.1169  0.0463  0.4335
Si  0  5.469  3.418  -0.0497  -0.3153  0.1646
Si  5.469  5.469  3.418  0.0184  -0.3872  0.3017
Si  2.7345  8.2035  3.418  0.1366  -0.1464  0.1594
Si  8.2035  8.2035  3.418  -0.317  -0.5403  -0.9456
Si  1.3606  1.3734  4.7833  -0.0011  -0.008  0.0025
Si  6.7977  1.3725  4.8358  -0.0137  -0.0192  -0.0075
Si  4.1251  4.0193  4.8633  -0.0315  -0.0017  0.0061
Si  9.5782  4.0692  4.8524  0.0041  0.0053  0.0154
Si  1.4099  6.762  4.7818  0.0051  -0.0111  -0.0126
Si  6.9019  6.7748  4.7692  -0.0093  0.0081  -0.0051
Si  4.1309  9.5588  4.7899  -0.0187  0.0064  0.0076
Si  9.5715  9.5461  4.6064  0.0027  -0.0064  -0.0089
Si  2.6995  -0.0441  6.1279  0.0117  -0.0049  0.0917
Si  8.2355  -0.1057  5.9575  -0.0051  0.0123  0.0146
Si  -0.0315  2.6445  6.247  -0.0162  0.0061  -0.0047
Si  5.3717  2.548  6.4057  0.0308  0.0225  0.0824
Si  2.7159  5.3659  6.2415  -0.0111  -0.0234  0.0196
Si  8.146  5.3543  6.2586  0.0199  -0.0208  0.0042
Si  -0.1371  8.1071  5.902  0.0146  0.0142  0.0253
Si  5.5557  8.1768  6.0808  0.0105  0.0081  0.018
Si  3.6992  1.2911  7.8415  -0.0851  -0.121  -0.2511
Si  9.7196  0.9225  7.418  0.0055  0.0064  0.0159
Si  1.5893  3.6975  7.6038  -0.0449  0.0373  -0.0425
Si  6.4831  4.2562  7.639  0.0276  -0.0049  0.0013
Si  4.3955  6.6187  7.3466  -0.0208  0.0443  0.0064
Si  9.3821  7.0046  7.4074  -0.0065  -0.0202  0.0337
Si  0.9774  9.6923  7.1365  0.0582  -0.0947  0.1718
Si  7.2151  9.283  7.3729  -0.0251  -0.0301  0.0169
O  1.4068  4.1818  24.7827  -0.0125  0.0111  0.0287
O  6.8538  9.6322  24.7926  -0.0134  0.0193  0.0253
O  2.6644  2.5487  8.1567  0.0448  0.0452  0.0291
O  8.2822  8.1376  7.9378  0.0077  0.0078  -0.0382
O  5.4186  5.4767  7.9394  -0.0075  -0.0428  -0.0248
O  -0.0239  -0.1385  7.8662  0.0432  -0.0328  -0.0758
O  4.0974  6.8927  24.8278  -0.0232  0.0137  0.026
O  9.5713  1.4385  24.7238  -0.0157  0.021  0.0255
O  1.5784  8.7164  8.2845  0.0329  0.0766  0.0044
O  0.8572  4.2696  8.9555  -0.0099  0.0342  0.034
O  8.8038  1.1863  8.7828  -0.0085  -0.0022  -0.0065
O  6.7945  10.2254  8.6782  0.0273  0.0247  0.0272
O  3.9194  0.4329  9.2903  0.0329  0.0075  0.1032
O  4.0114  7.5667  8.6366  -0.0987  0.0546  0.041
O  6.8799  3.7947  9.1835  -0.0144  -0.0175  0.019
O  10.307  6.4124  8.6115  -0.0009  -0.0068  -0.0006
O  3.2975  2.4806  24.0119  0.0065  -0.0133  -0.0306
O  5.173  0.5725  23.965  -0.0026  0.0035  0.0165
O  7.8654  3.3218  23.8556  -0.003  0.0033  0.016
O  10.607  6.0193  23.9681  -0.0035  0.0007  0.0086
O  8.7052  7.9037  24.0097  0.0076  -0.01  -0.01
O  2.3481  8.6991  23.9856  -0.0025  0.0035  0.011
O  5.8333  5.0314  24.1343  0.0112  -0.0097  -0.0555
O  0.4761  10.6231  23.9384  0.0113  -0.0092  -0.0142
Si  3.6525  10.4772  10.6628  0.0266  -0.0372  -0.0471
Si  0.9297  3.2497  12.6657  -0.1141  0.0457  -0.0843
Si  -2.4611  -1.8867  11.6974  0.1741  -0.0471  -0.1745
Si  4.4666  1.7754  23.1232  -0.0022  -0.0015  -0.0093
Si  -6.1966  -7.5588  17.2654  -0.0101  -0.0071  0.0371
Si  3.3582  -11.0632  15.8951  -0.0209  -0.0101  0.0296
Si  1.1969  9.4259  23.0927  -0.0078  0.0045  -0.009
Si  15.751  8.4235  17.4512  0.0055  -0.0063  0.0087
Si  -1.9111  3.1671  12.6202  0.0235  -0.0013  -0.0208
Si  -1.3039  4.2784  19.148  -0.0017  0.0045  0.0187
Si  2.4322  0.5289  21.1181  -0.0109  0.0119  -0.0046
Si  5.0052  12.9488  14.669  0.1159  0.037  0.1359
Al  10.6804  18.0897  11.991  0.1508  0.3265  0.1528
Si  2.5407  0.892  13.194  -0.3225  -0.2401  -0.0866
Si  7.6837  11.246  9.6192  0.0312  -0.0533  0.0696
Si  0.2273  5.9695  17.1253  -0.0416  -0.0219  -0.0314
Si  5.4442  -2.2275  12.4614  -0.0029  -0.0059  -0.004
Si  2.5761  -2.9707  9.2971  -0.0083  0.1017  -0.058
Si  3.876  3.4903  12.2165  0.0263  0.3663  -0.1983
Si  7.9349  6.06  20.9764  0.0117  -0.0036  -0.0109
Si  7.2703  -2.4079  19.2245  0.01  0.0004  0.0205
Si  10.344  5.2705  14.2534  -0.077  0.0122  0.0506
Si  2.3972  1.3796  18.2707  -0.0122  -0.0027  0.033
Si  9.7489  -2.2104  17.381  0.0037  0.0013  -0.0099
Si  6.6  2.9744  10.5582  0.0621  -0.0616  -0.0459
Si  -3.1189  1.3692  14.5997  0.0624  -0.009  -0.0074
Si  0.1136  1.9709  20.1091  0.0101  0.0044  0.0082
Si  8.9373  -0.0381  19.1697  0.0111  0.0025  0.0213
Si  6.597  4.0497  23.105  -0.0009  -0.011  -0.0158
Si  9.8996  7.2266  23.1334  -0.0039  0.0094  -0.0062
Si  7.7134  2.3502  17.5608  0.0165  0.0002  0.0144
Si  11.4127  5.7238  9.6125  -0.0161  -0.0222  -0.068
Si  6.3959  7.7878  14.9201  0.0115  -0.003  -0.016
Si  4.5145  -4.696  13.7373  0.0035  0.0713  -0.0247
Si  3.3648  6.0802  16.7322  -0.018  0.0135  -0.0322
Si  8.7782  -1.5178  14.6776  0.0074  -0.0478  0.0017
O  5.8803  7.7551  16.4394  -0.0001  -0.002  0.0026
O  5.7333  -2.0469  18.7169  -0.0115  0.0014  -0.0067
O  7.9058  2.2537  15.952  -0.0192  -0.008  -0.0107
O  -1.7576  -1.391  13.1237  -0.0107  0.0043  -0.0367
O  6.9473  -2.5061  11.8948  0.0002  0.0133  -0.0061
O  14.6031  7.3194  17.76  0.0078  0.0113  -0.0009
O  1.2096  1.624  21.2654  0.0051  -0.0062  0.0021
O  3.8665  13.0478  13.3679  0.1377  -0.0138  0.1253
O  -2.0366  1.7605  13.4679  -0.019  0.0122  0.017
O  -0.0315  5.6435  11.122  0.0463  -0.3534  -0.2294
O  6.2055  2.9522  17.8665  -0.0211  0.012  -0.0147
O  8.4687  5.2349  19.6997  -0.0018  0.0043  -0.0017
O  -3.0819  -0.1925  15.0077  0.0023  0.0096  0.0013
O  -0.6467  5.3734  15.8888  0.0511  -0.0072  -0.0353
O  -0.0807  7.5414  17.4692  -0.0122  0.01  -0.0127
O  -0.4632  3.0211  11.8403  0.0653  -0.0206  0.0613
O  7.1135  -3.6114  20.3298  -0.0031  0.0103  -0.0069
O  10.8162  5.1233  18.4594  0.0146  0.0197  -0.0253
O  3.7757  1.0944  21.8221  0.0063  0.006  0.0173
O  -8.619  3.4859  11.7544  0.0337  -0.056  0.0494
O  7.9354  0.8846  18.2477  -0.0099  0.0027  -0.0076
O  10.3476  14.3549  20.3452  -0.0058  0.0028  -0.003
O  3.6201  6.4025  15.1171  0.0152  -0.0071  0
O  0.9374  2.0133  18.666  0.0069  -0.0042  -0.0132
O  1.7999  -5.2238  16.83  0.0068  0.002  -0.0009
O  6.634  12.3142  10.2748  0.009  0.0366  -0.0264
O  7.7557  14.3334  11.6257  -0.0307  -0.0064  -0.0117
O  9.4222  -3.0018  11.0733  -0.3546  0.253  0.0454
F  12.0457  19.0727  12.0707  0.0761  0.0395  0.0108
O  0.7641  4.3903  13.8097  0.0409  -0.0304  0.0243
O  -0.618  -4.2072  13.6376  0.0036  -0.0522  0.2035
O  2.9134  9.0791  10.416  -0.0184  -0.0456  -0.1099
O  1.8829  6.5683  9.6745  0.0063  0.0007  0.013
O  5.0489  14.1795  11.1393  -0.0331  -0.0383  0.0519
O  4.6969  0.7688  15.6343  -0.0106  0.0265  -0.0486
O  2.7906  0.3738  19.5138  0.0006  0.0061  -0.0156
O  4.2105  4.7749  13.1077  -0.0228  -0.1176  -0.0217
O  9.221  6.606  21.8025  0.0031  0.0037  0.0162
O  5.6225  8.9998  14.0855  0.0064  -0.0109  -0.0046
O  -1.0991  0.8719  20.166  -0.0069  -0.0041  -0.002
O  7.0479  5.0138  21.8663  -0.0012  -0.0029  0.0082
O  -2.9651  -2.9138  14.8983  -0.0028  0.0355  0.0242
O  1.9253  -0.8832  21.7668  -0.0045  -0.0068  0.0161
O  -0.8884  -0.9041  18.3248  -0.0054  -0.0104  -0.0128
O  2.2438  0.5827  16.8445  0.0023  -0.0022  -0.0094
O  2.7359  -0.2246  14.3577  0.0324  0.0281  -0.0071
O  5.5644  2.8772  22.6087  0.0002  0.0017  0.0135
O  8.9014  -7.6293  18.0759  -0.0108  -0.0049  -0.002
O  3.5858  2.4801  17.9969  0.0069  0.0086  -0.0088
O  -1.0432  -1.6128  15.853  -0.0238  -0.0001  0.0119
O  2.697  0.4443  11.6627  0.0523  0.0997  0.1257
O  1.2417  1.803  13.4337  0.1021  0.0133  0.0198
O  -7.0025  -1.384  16.6812  0.0002  0.0059  -0.0056
O  6.3832  12.7345  13.8901  -0.1085  0.0054  -0.0238
O  4.8139  -7.6371  15.6026  -0.0269  -0.0726  -0.0784
O  0.0703  8.3283  22.6614  0.0017  -0.0048  0.0077
O  7.9362  -1.0848  19.9482  -0.0073  -0.0043  -0.0117
O  4.4177  -3.5542  12.5217  0.0163  -0.0425  0.0477
O  -2.6585  -2.7653  17.9481  0.0035  0.0026  -0.0016
O  4.9124  10.027  11.6335  0.0028  0.0179  0.0013
O  9.0655  4.3745  13.7112  0.0123  0.0048  0.0124
O  8.4062  -0.5144  10.803  -0.0705  -0.0708  0.0357
O  4.3208  -6.006  17.4093  0.0092  -0.0115  0.0018
O  6.0762  -4.6041  14.2314  -0.0293  0.0005  0.011

Results
free energy: -135997.489 eV
free energy less fixed offsets of Al -1619.15, F -1619.15, O -568.88, Si -635.61 eV per atom: -1.719 eV

The program warned: the cutoff lies below the one the program advises for these potential files; the model core charge is not resolved on the grid; the forces do not sum to zero within the program's tolerance; the exchange-correlation potential is rough where the density is thin.
